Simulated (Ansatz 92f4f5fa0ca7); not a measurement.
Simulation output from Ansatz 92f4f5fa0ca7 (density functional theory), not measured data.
Periodic cell of 256 atoms, Si144O112, from a study of silicon, its oxide and their interface. The atomic structure is a simulated model.

Settings: functional r2SCAN; potential files Ansatz PAW; basis plane waves; wave-function cutoff 800 eV; density cutoff ratio 5; exchange-correlation grid ratio 1; k mesh 1 x 1 x 1, shifted by 0.5 0.5 0 of a step; self-consistency stop 1e-10 eV per atom in the density residual; occupations fixed; spin none; net charge 0.

Cell vectors (angstrom)
a 10.88 0 0
b 0 10.88 0
c -0.5462 4.626 36.1336

Atoms: element, x, y, z (angstrom)
Si 1.6424 -1.6447 0.145
Si 4.4387 1.0541 -0.0019
Si 0.9676 4.3415 -0.0173
Si 3.8883 -3.8152 0.0639
Si -4.2833 -1.2261 0.0787
Si -1.6788 1.6773 0.0512
Si 6.9456 3.8389 0.1242
Si -1.0824 -4.1678 0.0994
Si 2.7766 0.0143 1.3352
Si 5.4563 2.629 1.4268
Si 2.698 -5.4807 1.2441
Si 5.4149 -2.7069 1.4377
Si -2.7111 -0.0095 1.3319
Si -0.0759 2.7699 1.3657
Si 8.1427 5.4991 1.3013
Si 0.0794 -2.7321 1.4936
Si 1.3546 1.3815 2.6459
Si 4.0454 4.0545 2.6526
Si 1.4253 -4.1502 2.7662
Si 4.0769 -1.3325 2.785
Si 6.8229 1.2945 2.7826
Si 9.4759 4.1328 2.7393
Si 6.7958 6.7967 2.7176
Si -1.3447 -1.3365 2.7152
Si 0.0159 0.025 4.0554
Si 2.6979 2.7225 4.0481
Si 0.0066 5.4271 4.1076
Si 2.7394 -2.7417 4.1094
Si 5.4524 -0.0199 4.1475
Si 8.1603 2.7202 4.0922
Si 5.4202 5.4143 4.0384
Si 8.1623 -2.7106 4.0662
Si 1.3575 -1.3488 10.9225
Si 4.0835 1.3254 10.9133
Si 1.3528 4.029 10.8003
Si 4.1014 -4.0555 10.7865
Si 6.8148 -1.3486 10.8662
Si -1.3795 1.3681 10.8801
Si 6.8162 4.0642 10.9248
Si -1.353 6.8056 10.893
Si 2.7108 0.0006 12.3198
Si 5.4659 2.661 12.2744
Si 2.7725 5.3895 12.0462
Si 5.411 -2.688 12.1788
Si -2.7259 0.0092 12.2648
Si -0.0014 2.7194 12.217
Si 8.1881 5.4469 12.2715
Si -0.0298 -2.6935 12.2717
Si 1.3264 1.3835 13.6496
Si 4.0772 4.074 13.4977
Si 1.4156 -4.1626 13.3703
Si 4.0927 -1.3693 13.6534
Si -4.0921 1.322 13.7078
Si -1.3183 4.0818 13.6231
Si 6.7801 -4.028 13.523
Si -1.368 -1.3132 13.6851
Si -0.2224 0.2697 15.0511
Si 2.4814 3.0301 14.8568
Si 0.3321 -5.616 14.8161
Si 2.9853 -3.1371 14.715
Si 5.5955 -0.2293 15.0909
Si -2.4473 2.4925 14.9354
Si 5.2742 5.6062 14.7893
Si -3.0606 -2.4297 14.8826
Si 5.1656 -3.5813 18.8717
Si -1.5314 -2.265 23.4595
Si 1.1865 -0.7582 22.7595
Si 1.3403 -0.8067 -2.7281
Si 3.5157 1.2356 -2.9443
Si 2.5573 2.4863 19.5318
Si 3.2608 -4.9827 22.2992
Si 5.5526 0.4148 -5.1349
Si 0.2351 0.663 20.2328
Si 1.5874 -2.5756 -5.05
Si 4.2802 1.7363 17.1613
Si 6.7572 -0.5363 22.8949
Si 7.1189 -5.2857 -3.7817
Si 6.2656 4.2534 -8.3489
Si 0.4007 3.4349 -10.146
Si -1.3197 -2.611 -11.2021
Si 8.0668 -4.3647 21.8688
Si 2.8844 0.9717 24.6269
Si 0.8714 5.2754 -5.2008
Si 2.5775 -3.0448 -8.7249
Si 0.4409 -1.1539 17.8182
Si 6.0572 -4.5716 -10.5604
Si -1.5888 3.6281 -4.4172
Si 5.3764 -2.7947 21.6561
Si 4.2927 -2.0953 -6.3693
Si -0.9083 1.187 -2.9176
Si 2.9914 3.0195 22.594
Si 7.8312 -5.0042 18.9293
Si -1.1488 -3.7772 16.9507
Si -2.3851 4.0625 23.2157
Si 6.6016 3.8604 17.0748
Si -2.7114 -2.8377 -2.1482
Si 2.6837 -2.8715 17.6371
Si 2.9144 -5.3436 19.3026
Si 0.7231 -1.168 -7.565
Si 1.8201 4.8596 -8.1165
Si 3.9024 2.9002 -9.4703
Si 0.3719 3.7075 24.2161
Si 6.547 -4.2825 -6.6174
Si 7.6936 -2.8983 -8.8962
Si -2.2754 1.4276 22.051
Si 2.2249 3.8176 -2.7513
Si 1.7535 0.8683 -9.4503
Si 8.1171 -0.7476 -4.3199
Si 7.688 2.1996 -6.6855
Si -2.2512 -0.5146 -7.422
Si 2.3549 -2.9945 24.0552
Si 4.9678 5.1548 -2.0082
Si 1.353 -1.3657 5.4186
Si 4.066 1.373 5.4281
Si 1.3595 4.0602 5.455
Si 4.1038 6.7795 5.4493
Si 6.8151 -1.3841 5.4768
Si -1.3411 1.3693 5.4424
Si 6.7777 4.071 5.4222
Si -1.3545 -4.0667 5.4272
Si 2.716 -0.0085 6.7744
Si 5.4267 2.7238 6.7933
Si 2.7284 5.4292 6.8077
Si 5.4539 -2.7487 6.8246
Si -2.7039 0.0019 6.8106
Si 0.0095 2.7088 6.8245
Si -2.7221 -5.4419 6.7641
Si -0.0098 -2.7063 6.7928
Si 1.3669 1.3258 8.1599
Si 4.0885 4.0685 8.1743
Si 1.352 6.8084 8.1416
Si 4.0776 -1.3569 8.1445
Si 6.7915 1.3684 8.1531
Si -1.3722 4.0887 8.147
Si 6.8289 -4.1035 8.1617
Si -1.3496 -1.3595 8.1784
Si 0.0018 -0.0002 9.5478
Si 2.7398 2.6684 9.5063
Si -0.0055 5.4471 9.5038
Si 2.6959 -2.6961 9.501
Si 5.4397 -0.0033 9.5142
Si 8.1528 2.7295 9.5164
Si 5.4782 5.4199 9.5188
Si 8.1678 -2.7292 9.5242
O -0.3837 -2.512 17.5644
O 1.2135 -0.0676 21.3016
O 1.4048 4.1554 15.3868
O 0.4261 -0.2804 16.4451
O 6.7337 -1.3495 15.5006
O 0.333 0.2729 -3.3624
O 7.6283 -1.3804 -8.3486
O 7.8318 3.2014 16.2668
O 5.5593 5.2748 -3.5033
O 2.461 2.367 -3.4097
O 6.6039 5.0176 -9.7397
O 2.5385 -4.6076 -8.3712
O 0.2186 -2.1339 -11.0919
O 8.0713 2.7756 -0.4156
O 2.1759 -4.261 18.336
O -0.1992 -4.7011 16.0422
O -2.4236 -3.2439 16.1248
O 4.8814 0.3889 16.447
O 4.4554 -3.9004 22.3722
O -0.0669 -5.3353 -0.4127
O 5.5245 -0.0977 -0.4116
O 6.0772 4.3689 -1.139
O 4.8848 -2.614 20.1358
O 5.5147 2.7344 17.4129
O -1.904 -3.2383 -9.8415
O -1.0413 1.0943 -1.3166
O -1.0987 1.1378 20.9963
O 2.7524 -2.7294 -0.3917
O 1.4844 4.6466 -6.5538
O 1.1093 -2.5095 -8.3562
O 4.4844 -4.7201 -10.8983
O 3.9844 1.6513 -1.4455
O 3.6584 1.9069 23.5532
O 3.2036 2.3887 16.155
O -0.6549 4.7926 -5.0187
O -2.2968 -0.9187 -5.8533
O 7.1748 4.4846 18.4403
O 3.5907 4.3714 -2.1157
O -1.5501 -3.5405 22.4494
O 5.6992 5.3898 -7.3158
O 2.8398 -0.2237 -2.8666
O 7.9382 -1.5347 23.3098
O 4.1345 3.3465 -11.0252
O 1.9448 -1.5804 18.284
O 3.7884 4.4252 22.6948
O 3.5116 1.5566 18.5822
O 7.3065 0.4941 21.7613
O 3.1879 -2.6127 -5.2981
O 2.5405 -5.0488 20.85
O -2.5555 -5.0977 20.458
O -2.6116 3.0101 21.9932
O 4.3114 -2.8432 17.7034
O -2.2281 0.605 -3.6297
O -2.2366 -1.9946 -3.4387
O -0.8902 3.5545 -11.1048
O 0.489 4.6177 -9.0334
O 1.2734 -2.2034 -3.516
O 5.9197 5.0172 16.1656
O 0.9389 -1.0379 -1.1867
O -1.8569 1.079 23.5969
O 1.6042 0.2813 23.9271
O 6.5129 -0.6141 -4.3245
O 5.4577 -1.3633 22.3843
O -2.1244 2.6591 -5.5769
O 6.863 -3.3646 21.609
O 6.3157 -3.2322 -9.68
O 8.0745 3.3121 24.5912
O 2.32 -1.9261 22.8336
O 8.06 4.2964 -3.6089
O 2.8941 3.7776 -8.5855
O -0.2101 -0.3295 19.0362
O 4.6569 -4.307 -1.2912
O 4.1078 -4.2184 15.2111
O 2.904 -2.7663 -10.2727
O 7.1531 -1.9447 -1.2702
O 6.3198 0.2715 24.2087
O -0.8047 4.4391 23.3606
O 1.6532 0.039 -8.0751
O 1.4653 3.2301 23.1181
O 1.2771 3.6434 -1.4524
O 7.4813 3.5154 -7.5971
O 4.689 1.209 -4.034
O 1.6314 3.5886 -11.1677
O -0.7804 -0.8203 -7.9537
O 0.9323 -1.4247 -5.9857
O -1.3549 1.3861 15.4593
O 3.2681 1.426 -9.4947
O 0.9188 -4.0039 -5.3476
O 2.2189 -2.7568 16.0946
O 5.6018 -3.0304 -6.2526
O 0.5826 2.0011 -9.4219
O -0.7234 2.717 -3.3957
O 6.3734 1.5449 -5.9695
O 6.7435 -3.8138 18.6439
O 7.7601 -3.8667 -7.6041
O 4.6574 -0.5347 -6.1007
O -0.3059 -1.321 23.0021
O -1.7032 -4.7179 18.1128
O 7.6466 5.3903 22.9508
O 7.4897 -4.189 -2.6676
O 7.2857 -4.7621 -5.2782
O 4.5116 -5.0586 19.1262
O 1.5701 0.0073 -10.7905
O 2.5503 4.0069 18.9363
O 2.2015 -4.4644 23.4002
O 1.0508 1.8931 19.5581
O -1.4801 -3.2788 -1.2076
O 3.0775 2.5171 21.0611
O 1.6957 4.8249 -3.8843
O 3.685 -2.2595 -7.852
O -2.5681 1.0455 -7.6161
O 5.2935 3.014 -8.6887

Results
free energy: -155993.524 eV
free energy less fixed offsets of O -570.45, Si -639.56 eV per atom: -6.484 eV

Forces (eV/angstrom), in the order of the atoms: element, x, y, z
Si 0.0613 0.0057 0.1739
Si -0.0018 -0.0486 0.1778
Si 0.0357 0.0306 0.1851
Si -0.0333 -0.0334 0.1721
Si -0.0087 0.0464 0.1901
Si -0.0506 0.0095 0.1968
Si 0.0437 0.0123 0.1607
Si -0.0296 -0.0712 0.1752
Si -0.0046 -0.0233 -0.0262
Si 0.0198 0.0227 0.0146
Si 0.0047 -0.005 -0.0026
Si -0.0237 0.0138 0.0293
Si -0.0032 -0.014 0.0042
Si -0.0013 0.0107 -0.0069
Si -0.0023 -0.0225 0.0025
Si 0.01 -0.0231 0.0116
Si -0.0157 0.0044 0.0227
Si 0.0357 -0.0023 0.0297
Si -0.0114 0.0241 0.0593
Si 0.0188 -0.0201 0.0695
Si -0.0051 0.0287 0.058
Si 0.0281 -0.0244 0.0543
Si -0.0115 0.0164 0.0078
Si -0.0004 -0.0127 0.027
Si 0.0093 -0.0064 -0.0158
Si 0.0175 -0.0061 -0.0244
Si -0.0074 0.0149 -0.0206
Si -0.0022 0.0027 -0.0132
Si -0.0193 0.0107 -0.0057
Si -0.0191 0.0082 -0.0107
Si -0.0046 0.0029 -0.0188
Si 0.0026 -0.0035 -0.0092
Si -0.0155 0.0073 0.0208
Si 0.0036 -0.0019 0.015
Si 0.0213 0.0036 0.001
Si -0.0147 -0.0015 0.0028
Si 0.0005 -0.0134 0.0181
Si -0.0089 -0.0005 0.0201
Si -0.0209 0.0174 0.0141
Si 0.0078 -0.0066 0.0031
Si 0.0024 -0.0064 -0.008
Si 0.003 0.0182 -0.0204
Si -0.0139 0.0231 -0.06
Si 0.0156 0.0033 -0.063
Si -0.0091 0.0071 -0.0372
Si -0.0009 -0.0093 -0.0651
Si -0.0078 0.0028 -0.017
Si 0.0131 -0.0209 -0.0279
Si -0.0163 0.0177 0.0028
Si 0.0078 -0.0131 -0.0177
Si 0.0055 0.002 -0.0076
Si 0.0087 -0.0221 0.001
Si 0.0227 0.003 -0.0149
Si -0.0163 -0.0305 -0.016
Si 0.0048 0.0146 -0.0263
Si -0.001 0.005 0
Si -0.0249 0.0156 -0.1944
Si 0.0008 -0.0151 -0.1744
Si -0.0392 -0.0281 -0.1543
Si 0.0583 0.0218 -0.1817
Si 0.02 0.0055 -0.2015
Si -0.0001 -0.023 -0.1563
Si -0.0227 0.0225 -0.1737
Si 0.0049 0.0254 -0.1697
Si -0.0334 -0.0359 -0.145
Si 0.0061 -0.024 -0.0347
Si -0.0031 0.0196 -0.1129
Si 0.0084 0.0487 0.1871
Si -0.0012 0.0279 0.1852
Si 0.0464 -0.0097 -0.1807
Si -0.0291 -0.0286 -0.1568
Si -0.0012 -0.0027 0.1607
Si 0.0552 -0.0132 -0.1787
Si -0.0004 -0.0292 0.1575
Si 0.0328 0.0059 -0.2302
Si -0.0113 -0.0281 -0.0668
Si -0.0122 -0.0161 0.1825
Si 0.0187 -0.0038 0.119
Si 0.0174 0.0089 0.0238
Si -0.0219 0.0181 -0.0183
Si -0.0241 -0.0403 -0.145
Si 0.0099 0.025 -0.0331
Si -0.0129 -0.0592 0.1825
Si 0.0017 -0.0038 0.117
Si 0.0042 -0.0459 -0.2623
Si 0.0189 0.0015 0.0382
Si -0.0057 0.0083 0.1245
Si -0.0182 -0.0316 -0.1617
Si 0.0058 0.0319 0.1366
Si 0.0003 -0.0122 0.1957
Si -0.0049 0.0122 -0.1275
Si -0.01 -0.0208 -0.2212
Si 0.0006 0.0032 -0.1881
Si -0.0283 0.0198 -0.0735
Si -0.0176 -0.0169 -0.2077
Si 0.0103 0.0015 0.2045
Si -0.0375 0.0087 -0.1992
Si 0.0217 0.0361 -0.142
Si 0.0065 -0.0471 0.1253
Si -0.0352 0.0313 0.1571
Si 0.0071 0.0207 0.0323
Si 0.0157 0.0038 -0.0159
Si 0.0002 -0.0166 0.1713
Si -0.0107 0.0043 0.1111
Si 0.055 0.0078 -0.0777
Si 0.0069 -0.0064 0.1833
Si -0.0159 -0.0177 0.0291
Si -0.0203 0.0052 0.1751
Si 0.0124 -0.0453 0.1742
Si -0.0376 0.0306 0.1566
Si 0.0186 -0.013 -0.0324
Si 0.0066 0.0183 0.186
Si 0.0034 -0.0035 0.0158
Si -0.0074 -0.0006 0.0195
Si -0.0029 0.0076 0.0142
Si 0.0063 -0.0018 0.0012
Si 0.0062 0.008 0.0148
Si -0.0048 0.0005 0.0161
Si -0.0004 0.0151 0.0101
Si -0.0018 -0.0022 0.0086
Si 0.0076 -0.0047 0.0109
Si 0.0051 -0.0044 0.0179
Si -0.0043 0.0073 0.0094
Si -0.0011 -0.0025 0.0043
Si -0.005 0.0042 0.0227
Si 0.0066 0.0168 0.0042
Si 0.0124 0.0005 0.0136
Si 0.0063 -0.0092 0.0117
Si -0.0099 0.0068 -0.0155
Si 0.0023 0.005 -0.0226
Si 0.0133 -0.0006 -0.0106
Si 0.0036 -0.0108 -0.0067
Si 0.006 0.0005 -0.0137
Si 0.0139 -0.0109 -0.0096
Si -0.0101 0.0135 -0.0166
Si 0.002 0.0046 -0.0152
Si -0.0059 -0.0066 -0.0171
Si -0.0021 0.0136 -0.0152
Si -0.0004 -0.0013 -0.0185
Si 0.0063 -0.0142 -0.0147
Si -0.001 -0.004 -0.0074
Si 0.0026 -0.0027 -0.0005
Si -0.0031 0.0027 -0.0128
Si -0.007 0.0072 -0.0122
O 0.0042 0.0268 0.0899
O 0.0287 -0.0267 0.1005
O 0.0049 -0.0023 0.0636
O 0.0362 -0.0174 0.1614
O 0.0084 -0.0036 0.0733
O 0.0007 0.0061 -0.0875
O -0.0171 -0.0232 -0.0587
O -0.0147 0.0392 0.1168
O 0.0305 -0.0025 -0.1177
O -0.0165 -0.0108 -0.076
O 0.0168 -0.0089 -0.0649
O 0.0183 0.0042 -0.0496
O 0.0306 -0.0069 0.0303
O 0.0063 -0.0031 -0.0726
O -0.0035 -0.0432 0.0807
O -0.0219 0.0673 0.1203
O 0.035 -0.0611 0.1162
O -0.0472 0.0249 0.1334
O 0.0108 0.0033 0.076
O 0.0066 0.0243 -0.0659
O -0.0047 -0.0053 -0.0686
O -0.0303 0.0394 -0.1247
O 0.0056 0.0514 0.1531
O -0.0002 -0.0119 0.0988
O 0.0255 -0.0265 -0.035
O 0.0301 -0.0271 -0.1525
O -0.0699 0.0157 0.0603
O -0.015 0.0149 -0.079
O 0.043 -0.0303 -0.1323
O -0.0268 -0.0261 -0.0608
O -0.0024 -0.0186 -0.0078
O 0.0031 0.0244 -0.1419
O 0.0211 -0.0142 0.0181
O 0.0301 -0.0429 0.1434
O 0.0101 0.0318 -0.0561
O 0.0286 -0.0259 -0.1253
O 0.0351 0.0226 0.1458
O -0.0183 -0.0095 -0.0667
O 0.0383 0.0244 0.0421
O -0.0304 -0.0371 -0.0678
O 0.0133 -0.0441 -0.0719
O -0.0016 0.0106 0.0299
O 0.0199 0.0145 -0.0193
O 0.019 0.0195 0.084
O 0.0235 -0.0091 0.043
O -0.0635 0.0091 0.1462
O -0.0207 -0.0144 0.029
O 0.0328 0.0011 -0.0495
O -0.0022 0.0208 0.1451
O 0.0201 0.0074 0.1555
O -0.0214 0.0009 0.0186
O 0.0313 -0.0076 0.0736
O -0.0432 -0.0017 -0.0993
O 0.0136 0.0289 -0.1176
O -0.0246 0.0008 0.0238
O -0.0497 0 -0.0493
O 0.0064 -0.0508 -0.0866
O 0.0407 -0.0136 0.1064
O -0.052 0.0143 -0.145
O -0.0086 -0.0418 0.0391
O -0.0159 -0.0045 0.0338
O -0.016 0.0037 -0.0474
O -0.0024 0.0476 0.0663
O -0.0375 -0.0504 -0.1122
O 0.0157 0.01 0.0417
O -0.0336 0.0108 -0.0421
O -0.009 0.0081 0.012
O 0.0254 -0.0001 0.0132
O 0.005 -0.0065 -0.0437
O 0.0052 -0.026 -0.0213
O -0.0566 0.0729 0.1417
O 0.0351 -0.015 -0.1147
O -0.0182 -0.0012 0.0978
O -0.0119 0.0264 -0.0315
O 0.0343 -0.0415 -0.1382
O 0.0049 0.0263 0.0127
O 0.0198 0.0143 0.0039
O 0.0209 0.0381 -0.0315
O -0.0517 -0.0019 0.0304
O 0.0012 -0.0264 -0.1253
O -0.0073 0.0407 -0.0733
O 0.0753 -0.0147 -0.1113
O -0.0087 0.0048 -0.0138
O 0.0248 -0.0116 -0.0672
O -0.0314 0.058 -0.0911
O -0.0134 0.0025 0.0669
O 0.013 -0.0266 -0.0136
O -0.009 0.0041 -0.0577
O -0.0373 0.0086 0.1883
O 0.0086 -0.0039 -0.0558
O -0.0237 0 0.0155
O -0.0026 0.0366 -0.0727
O 0.0293 0.0477 -0.077
O -0.0081 0.0238 0.0572
O 0.0391 0.0064 -0.0584
O -0.0233 -0.0411 -0.081
O -0.0311 -0.0022 0.0332
O -0.0259 -0.0214 0.1092
O -0.0177 -0.0101 0.047
O -0.0232 -0.0429 -0.074
O -0.0111 0.0353 -0.1391
O 0.0038 -0.0454 0.0504
O 0.0216 -0.0006 -0.0032
O -0.0052 0.0057 0.0421
O -0.0465 0.001 0.0454
O -0.0327 -0.0207 0.0665
O -0.0157 0.0619 -0.1311
O 0.0127 -0.0063 0.1331
O -0.0329 0.0594 -0.1147
O -0.0203 0.002 -0.0961
O 0.0225 -0.0153 -0.084
O -0.024 -0.0163 -0.0271

The program warned: the cutoff lies below the one the program advises for these potential files; the forces do not sum to zero within the program's tolerance; empty levels may hold ghost states of the PAW files; the exchange-correlation potential is rough where the density is thin.
